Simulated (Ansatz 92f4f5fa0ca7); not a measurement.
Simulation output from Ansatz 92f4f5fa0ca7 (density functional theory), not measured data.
Periodic cell of 186 atoms, Si104O82, from a study of silicon, its oxide and their interface. The atomic structure is a simulated model.

Settings
functional: PBE
potential files: Ansatz PAW
basis: plane waves
wave-function cutoff: 700 eV
density cutoff ratio: 5
exchange-correlation grid ratio: 2
k mesh: 2 x 2 x 1, shifted by 0.5 0.5 0.5 of a step
self-consistency stop: 5e-08 eV per atom in the density residual
occupations: Fermi-Dirac, 0.05 eV
spin: none
net charge: 0

Cell vectors (angstrom)
a  11.5983  0  0
b  0  11.5983  0
c  -3.6717  -3.0901  23.6015

Atoms: element, x, y, z (angstrom)
Si  3.9667  -0.6118  0.2064
Si  3.8543  2.4469  0.8495
Si  3.9371  5.4611  0.1315
Si  7.9325  -0.4546  0.1944
Si  7.7754  2.6261  0.5743
Si  7.8286  5.7194  0.184
Si  11.5188  -0.529  0.2125
Si  11.5434  2.5462  0.5254
Si  11.268  5.607  -0.202
Si  5.9322  -1.1858  1.4102
Si  5.8786  2.5574  1.9154
Si  5.8199  6.2128  1.4521
Si  9.7041  -1.0402  1.6591
Si  9.6703  2.5694  1.8885
Si  9.6927  6.2153  1.5445
Si  13.5353  -1.1818  1.3773
Si  13.4347  2.5291  1.9013
Si  13.4203  6.2409  1.1141
Si  5.9051  0.5531  3.0506
Si  5.8447  4.5252  3.099
Si  5.8588  8.3243  2.6831
Si  9.6705  0.6717  3.1982
Si  9.6996  4.4982  3.1386
Si  9.6933  8.3617  2.7565
Si  13.5103  0.5445  3.0635
Si  13.4811  4.5681  2.9529
Si  13.5077  8.2939  2.5633
Si  3.9257  0.6316  4.3178
Si  3.8392  4.4863  4.3265
Si  3.8585  8.3601  4.0282
Si  7.7439  0.6215  4.5158
Si  7.7536  4.4789  4.4718
Si  7.759  8.3415  4.18
Si  11.6171  0.6378  4.4642
Si  11.6464  4.46  4.4428
Si  11.6446  8.3079  4.1259
Si  3.9051  -1.3322  5.5516
Si  3.9519  2.5393  5.7372
Si  3.7943  6.4866  5.5305
Si  7.7479  -1.3796  5.7203
Si  7.7367  2.5549  5.8674
Si  7.7511  6.4662  5.6744
Si  11.6302  -1.3815  5.5976
Si  11.5823  2.5314  5.8623
Si  11.6545  6.4309  5.6794
Si  5.7652  -1.2866  7.059
Si  5.8468  2.6306  7.2691
Si  5.7106  6.4969  6.8571
Si  9.7411  -1.4363  7.0297
Si  9.6  2.5275  7.3324
Si  9.706  6.2561  7.0116
Si  1.9824  -1.2578  6.9035
Si  2.0135  2.4454  7.077
Si  1.985  6.4511  7.0531
Si  5.8059  0.6126  8.6733
Si  5.8017  4.7743  8.4144
Si  5.705  8.3086  8.2848
Si  9.6891  0.411  8.5448
Si  9.632  4.5393  8.7379
Si  9.6736  8.1614  8.2495
Si  1.9993  0.5347  8.5036
Si  2.0131  4.3597  8.358
Si  1.9616  8.5054  8.2402
Si  3.8478  0.2848  10.1208
Si  3.9405  4.3313  9.8068
Si  3.8418  8.7792  9.6569
Si  7.769  -0.2169  9.8691
Si  7.5619  5.257  9.9516
Si  7.6951  8.2561  9.465
Si  11.6558  0.8436  9.8688
Si  11.7766  4.0829  9.8233
Si  11.601  8.4236  9.512
Si  3.6178  2.6911  19.1539
Si  3.2004  0.8016  13.3367
Si  9.9185  1.9225  16.0701
Si  7.6288  10.6987  14.6841
Si  5.1822  11.7938  18.2826
Si  0.9054  -0.9167  19.7462
Si  2.02  5.2247  11.978
Si  8.8515  9.0026  16.595
Si  3.7584  3.7535  13.9639
Si  2.5159  8.2999  18.9106
Si  4.6461  -1.1025  15.3533
Si  6.1023  6.9446  21.5766
Si  1.9241  7.9207  11.6716
Si  0.1194  10.2503  11.848
Si  5.8808  3.6198  12.0225
Si  9.8417  8.991  13.9246
Si  7.0341  6.4602  15.8272
Si  9.4433  6.0986  14.0357
Si  2.189  3.7892  16.4566
Si  7.8924  1.37  12.6455
Si  10.0407  3.3404  13.51
Si  0.27  7.9315  20.7726
Si  1.1394  1.9381  20.804
Si  7.9405  1.8135  18.2085
Si  0.6323  1.8091  14.5129
Si  4.512  7.8442  16.7295
Si  5.5805  3.8505  21.3123
Si  5.31  8.9125  19.408
Si  10.6406  1.2302  18.8522
Si  9.7905  7.2901  18.7563
Si  8.4243  4.7991  17.956
Si  -0.5474  5.4947  16.7596
O  3.9048  1.0418  -0.0406
O  4.1169  -1.2068  -1.3451
O  8.1504  10.4558  16.248
O  5.9558  5.4163  21.0289
O  7.8293  6.1003  14.4235
O  9.2876  8.7518  18.1511
O  3.3764  4.3367  15.447
O  7.8015  1.1732  -0.3039
O  1.4288  7.3942  19.7245
O  4.9544  3.3323  19.863
O  6.0619  -1.217  14.5925
O  11.1238  -1.4761  -1.0989
O  3.7653  3.8006  -0.1078
O  5.396  6.722  15.8817
O  0.8336  2.6972  22.212
O  10.615  6.1957  -1.6539
O  0.324  -2.0331  20.7778
O  0.221  11.8173  11.414
O  3.4406  8.0064  11.0679
O  3.5183  0.6771  11.7375
O  4.2014  -1.3206  10.2196
O  3.9417  1.133  18.7609
O  0.9643  4.8686  16.7057
O  4.7572  3.2744  10.8523
O  5.1379  4.364  13.3109
O  7.6736  6.8768  10.4313
O  7.9452  11.966  11.3932
O  5.5488  8.3825  17.8767
O  6.5228  2.2383  12.5769
O  12.2213  4.7516  11.2782
O  9.1946  2.339  12.563
O  11.6521  2.4693  10.1661
O  8.4246  1.5839  16.6519
O  2.4656  4.0844  13.0365
O  7.0795  4.5175  11.3662
O  -1.6629  4.4787  17.4067
O  4.0861  -2.5945  15.6683
O  10.8445  10.0223  13.198
O  12.3448  7.4063  10.6159
O  1.5251  9.4455  12.1372
O  1.5032  2.4781  15.742
O  7.7687  7.83  16.2965
O  3.9262  2.1297  13.9639
O  3.2281  5.3851  10.875
O  10.4833  5.9333  15.2967
O  8.3979  -1.2857  -1.1641
O  3.6687  -0.4403  14.2675
O  7.6883  -1.8672  10.2452
O  4.8286  -0.2926  16.7637
O  6.4957  1.1356  18.3349
O  1.5977  0.8514  13.6524
O  3.805  8.5157  19.8896
O  7.9413  0.5797  14.0855
O  7.3269  5.1967  16.8159
O  2.4082  2.7459  20.2201
O  1.9028  9.8392  18.7134
O  0.0265  2.9624  13.5118
O  11.3265  -0.2527  18.8179
O  3.0177  3.452  17.8238
O  11.4326  3.9359  -0.4356
O  9.0405  1.085  19.1805
O  9.7328  4.8596  13.023
O  3.0805  7.5377  17.5393
O  8.6093  6.1448  18.8911
O  5.4509  10.5449  19.3168
O  8.3305  9.5755  13.7365
O  6.3009  8.1088  20.414
O  7.8762  3.4116  18.6151
O  -0.234  2.1723  19.9534
O  8.0914  6.6975  -1.145
O  1.9063  6.6808  12.7513
O  10.9155  0.9859  15.1138
O  9.8693  7.4895  13.2868
O  7.8148  4.0753  -0.3299
O  11.5525  1.0875  -0.3293
O  10.9948  6.8006  17.7398
O  9.5971  3.207  15.0941
O  10.3953  7.4874  20.2379
O  10.843  1.9866  17.4244
O  11.0207  9.6364  10.4902
O  1.5145  0.3215  20.6524
O  10.1267  8.8951  15.5494

Results
free energy: -112757.134 eV
free energy less fixed offsets of O -569.03, Si -635.61 eV per atom: 6.766 eV
pressure: -0.47 GPa
stress xx, yy, zz, yz, xz, xy (GPa, positive in tension): -0.05, 0.81, 0.66, -0.24, -0.02, -0.53

Forces (eV/angstrom), in the order of the atoms: element, x, y, z
Si  -0.0341  0.352  -0.3659
Si  -0.0741  -0.1024  -0.8444
Si  0.1611  -0.3655  -0.3483
Si  -0.0471  0.122  -0.2959
Si  -0.2124  0.1042  -0.7342
Si  -0.2134  -0.3007  -0.2259
Si  0.0152  0.1859  -0.2333
Si  0.1998  -0.0269  -0.5372
Si  -0.1217  -0.2555  0.0367
Si  0.1641  0.1399  -0.1337
Si  0.1498  0.0121  -0.1118
Si  0.1475  -0.062  -0.2115
Si  0.039  -0.0346  0.0177
Si  0.0244  0.0104  -0.1072
Si  -0.0385  0.0628  -0.1223
Si  -0.0986  0.1294  -0.0941
Si  -0.2058  -0.0858  -0.164
Si  0.0439  -0.1749  -0.161
Si  0.0235  -0.1357  0.2219
Si  0.1301  0.0951  0.3246
Si  0.004  -0.0305  -0.0762
Si  0.0391  -0.0812  0.3273
Si  0.0147  0.1783  0.3185
Si  -0.061  -0.0005  -0.2059
Si  -0.0458  -0.0521  0.2195
Si  -0.0306  0.0997  0.0883
Si  -0.0029  -0.0115  -0.1098
Si  0.0408  -0.0424  -0.0208
Si  -0.0326  0.0906  0.0337
Si  -0.0736  0.0373  0.0425
Si  -0.0178  -0.0937  0.0074
Si  -0.1138  0.0199  -0.0782
Si  -0.014  0.0262  0.0283
Si  -0.1155  -0.1408  -0.0458
Si  0.0673  0.0641  0.0063
Si  0.1085  0.021  0.1036
Si  0.0883  -0.0414  0.0453
Si  -0.0705  0.0388  0.0669
Si  0.0526  -0.0299  -0.1333
Si  0.0453  0.0133  0.0435
Si  0.0482  0.1163  0.1085
Si  0.073  -0.1123  -0.1108
Si  -0.1628  -0.0038  0.0554
Si  0.0589  0.0029  0.2361
Si  -0.1129  -0.0622  -0.1151
Si  -0.1233  0.1581  0.011
Si  -0.0686  -0.1541  0.1559
Si  0.0575  0.0427  -0.0464
Si  0.1138  0.0601  -0.1955
Si  0.1365  -0.1271  0.0122
Si  -0.0874  -0.0843  -0.0203
Si  0.0466  0.1332  -0.2048
Si  -0.12  -0.0917  -0.1445
Si  0.0701  -0.1555  0.1912
Si  -0.0291  -0.0316  0.058
Si  -0.1072  -0.2025  0.0369
Si  -0.1184  0.1384  0.1808
Si  0.0063  0.0217  0.2296
Si  0.044  0.0296  0.0914
Si  0.0458  0.1485  0.2074
Si  0.0168  0.1037  0.388
Si  0.1529  0.0294  0.0564
Si  0.1197  0.0179  0.1247
Si  -0.0432  -0.029  0.1835
Si  0.0991  0.5166  0.1972
Si  -0.1255  -0.3558  0.2141
Si  0.0984  -0.4098  0.2023
Si  0.0541  0.2051  0.3795
Si  0.076  0.1407  0.3331
Si  -0.0312  0.2187  -0.1617
Si  0.0249  -0.0365  0.2069
Si  0.075  -0.1908  0.314
Si  -0.1547  -0.2926  -0.2935
Si  0.0628  0.0563  0.4089
Si  -0.0798  -0.0411  0.0212
Si  -0.1013  -0.2162  0.1486
Si  -0.0375  -0.1126  -0.0856
Si  0.0294  0.0512  -0.271
Si  0.0358  -0.2673  0.2281
Si  0.022  -0.0724  -0.0075
Si  -0.1399  -0.0055  0.2289
Si  0.1447  0.1782  -0.0901
Si  0.0557  -0.0801  0.3087
Si  -0.1262  0.267  -0.1033
Si  -0.0777  -0.0474  0.0213
Si  -0.17  -0.0728  0.1561
Si  -0.0988  0.1735  0.1317
Si  -0.2586  -0.2059  0.2726
Si  0.0714  0.087  0.0466
Si  -0.0334  0.0956  0.3273
Si  -0.0132  -0.0543  -0.0263
Si  0.0912  0.0917  0.4451
Si  0.1699  0.0053  0.3753
Si  -0.0274  0.1597  -0.4387
Si  -0.0409  -0.1967  -0.3105
Si  -0.054  -0.0935  -0.0798
Si  0.0161  0.066  0.189
Si  0.0383  0.1828  -0.0887
Si  -0.0699  -0.1949  -0.0497
Si  -0.164  0.2316  -0.2961
Si  -0.0233  -0.0786  -0.0188
Si  0.0371  0.0719  -0.2714
Si  -0.0506  0.0531  -0.1638
Si  0.0264  0.0002  -0.0883
O  0.013  -0.3717  0.2937
O  0.0016  -0.0323  0.4093
O  0.0361  -0.0484  -0.1416
O  0.018  0.0433  -0.0089
O  0.0517  -0.0412  -0.0385
O  0.0368  -0.1398  0.0486
O  0.0551  -0.0333  -0.1421
O  0.047  -0.2885  0.5064
O  -0.0722  -0.0025  0.1792
O  0.2645  0.1551  0.4224
O  0.1115  0.0707  -0.0212
O  0.1913  0.1555  0.1248
O  0.0926  0.5519  0.2665
O  0.0018  -0.0058  0.0215
O  -0.0748  0.1452  0.2986
O  0.2477  -0.0897  0.2112
O  -0.016  -0.0546  0.1104
O  0.0654  -0.0128  -0.1987
O  -0.0245  -0.0286  -0.1563
O  0.1249  -0.0628  -0.7804
O  -0.1975  0.056  -0.1482
O  -0.0694  0.1552  0.1136
O  -0.0305  0.012  -0.0274
O  -0.2539  -0.0316  -0.244
O  0.144  -0.1331  -0.3178
O  0.022  -0.3221  -0.4804
O  -0.0511  0.0031  -0.2087
O  -0.0467  -0.0587  0.143
O  -0.0371  -0.0398  -0.0773
O  -0.1053  -0.0266  -0.3094
O  -0.0778  -0.1223  -0.191
O  -0.1034  0.0198  -0.133
O  0.1348  0.0576  -0.0176
O  -0.0485  0.1771  -0.2216
O  0.0902  0.0612  -0.2194
O  -0.016  -0.0468  0.0258
O  0.0148  -0.039  0.0082
O  0.2399  0.1567  -0.3692
O  -0.0525  0.1451  -0.0524
O  0.0546  -0.0556  -0.0137
O  -0.0433  -0.0171  -0.0785
O  -0.0402  -0.0278  0.0103
O  -0.0411  -0.0324  -0.1128
O  0.1058  -0.1221  -0.1027
O  0.003  0.0233  -0.0818
O  -0.0809  0.1411  0.0458
O  -0.1203  0.0734  -0.2765
O  0.0397  0.3996  -0.3413
O  0.0134  0.0242  -0.0056
O  0.1072  0.073  0.0405
O  0.0282  -0.0814  -0.2487
O  0.0112  -0.0612  0.004
O  0.0167  0.1538  -0.2894
O  0.0326  0.0142  0.0451
O  -0.0205  0.0843  0.1803
O  -0.0692  -0.0546  0.1124
O  -0.1161  -0.02  -0.0871
O  0.048  -0.0303  0.1124
O  0.072  0.0172  0.1222
O  0.0488  0.2935  0.2983
O  0.0637  0.0817  -0.02
O  -0.0155  -0.0352  -0.0884
O  0.0102  0.0108  0.1047
O  0.0606  0.0179  0.0426
O  0.0299  -0.129  0.0704
O  0.1354  0.025  -0.0619
O  0.0571  -0.3174  0.3647
O  0.0268  0.0573  0.0741
O  0.0408  0.0074  0.0709
O  -0.2349  -0.132  0.1333
O  0.0022  0.1143  -0.2103
O  0.0052  0.1523  -0.0103
O  0.0333  0.0547  -0.0903
O  -0.0378  0.2419  0.5684
O  -0.056  -0.3228  0.4573
O  -0.0707  0.0046  0.0701
O  -0.0444  -0.0916  -0.1093
O  0.0425  0.0088  0.1756
O  -0.0995  -0.0185  0.0139
O  0.0565  -0.0945  -0.0094
O  -0.0303  0.0573  0.1575
O  -0.0551  0.0675  -0.0877

The program warned: the cutoff lies below the one the program advises for these potential files.
